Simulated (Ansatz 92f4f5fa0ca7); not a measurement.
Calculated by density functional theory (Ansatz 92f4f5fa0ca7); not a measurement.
Periodic cell of 224 atoms, Si132O90B1H1, from a study of silicon, its oxide and their interface. The atomic structure is a simulated model.
Doubt: the cutoff is low for norm-conserving oxygen, so forces and energies are approximate.

Settings: functional HSE06; potential files SPMS norm-conserving; basis plane waves; wave-function cutoff 800 eV; density cutoff ratio 4; exchange-correlation grid ratio 1; k mesh 1 x 1 x 1, Gamma-centred; occupations fixed; spin none; net charge 0.

Cell vectors (angstrom)
a	10.938	0	0
b	0	10.938	0
c	0	0	33.1643

Atoms: element, x, y, z (angstrom)
Si	0.4622	-0.3491	25.7961
Si	5.3398	0.3278	25.6314
Si	2.956	2.4207	25.6235
Si	7.975	3.0289	25.9259
Si	-0.2756	5.6373	25.6218
Si	5.878	5.3186	25.725
Si	2.6512	8.3201	25.5454
Si	8.5803	8.0256	25.6551
Si	1.5094	1.2964	27.097
Si	6.7998	1.4096	27.1204
Si	4.1263	4.1229	26.8636
Si	9.605	4.1604	27.1269
Si	1.4038	6.7903	26.8895
Si	6.9851	6.8826	27.0431
Si	4.2007	9.5514	26.8817
Si	9.6995	9.5383	27.0478
Si	2.8424	-0.0904	28.4048
Si	8.2337	-0.022	28.3632
Si	0.0476	2.6948	28.3764
Si	5.4113	2.7839	28.3995
Si	2.7512	5.4425	28.3077
Si	8.2294	5.4867	28.4612
Si	0.0695	8.1335	28.3868
Si	5.507	8.1982	28.3399
Si	4.1018	1.3673	29.7461
Si	9.5708	1.3673	29.7461
Si	1.3673	4.1018	29.7461
Si	6.8362	4.1018	29.7461
Si	4.1018	6.8362	29.7461
Si	9.5708	6.8362	29.7461
Si	1.3673	9.5708	29.7461
Si	6.8362	9.5708	29.7461
Si	0	0	31.1133
Si	5.469	0	31.1133
Si	2.7345	2.7345	31.1133
Si	8.2035	2.7345	31.1133
Si	0	5.469	31.1133
Si	5.469	5.469	31.1133
Si	2.7345	8.2035	31.1133
Si	8.2035	8.2035	31.1133
Si	1.3673	1.3673	32.4806
Si	6.8362	1.3673	32.4806
Si	4.1018	4.1018	32.4806
Si	9.5708	4.1018	32.4806
Si	1.3673	6.8362	32.4806
Si	6.8362	6.8362	32.4806
Si	4.1018	9.5708	32.4806
Si	9.5708	9.5708	32.4806
Si	2.7345	0	0.6835
Si	8.2035	0	0.6835
Si	0	2.7345	0.6835
Si	5.469	2.7345	0.6835
Si	2.7345	5.469	0.6835
Si	8.2035	5.469	0.6835
Si	0	8.2035	0.6835
Si	5.469	8.2035	0.6835
Si	4.1018	1.3673	2.0507
Si	9.5708	1.3673	2.0507
Si	1.3673	4.1018	2.0507
Si	6.8362	4.1018	2.0507
Si	4.1018	6.8362	2.0507
Si	9.5708	6.8362	2.0507
Si	1.3673	9.5708	2.0507
Si	6.8362	9.5708	2.0507
Si	0	0	3.418
Si	5.469	0	3.418
Si	2.7345	2.7345	3.418
Si	8.2035	2.7345	3.418
Si	0	5.469	3.418
Si	5.469	5.469	3.418
Si	2.7345	8.2035	3.418
Si	8.2035	8.2035	3.418
Si	1.335	1.3687	4.8129
Si	6.7923	1.3887	4.7691
Si	4.0351	4.17	4.7441
Si	9.5602	4.1123	4.8191
Si	1.3567	6.8443	4.8004
Si	6.8077	6.8432	4.7943
Si	4.0745	9.5758	4.8501
Si	9.5037	9.6289	4.6867
Si	2.619	-0.06	6.2374
Si	8.1429	-0.0074	6.0999
Si	-0.0402	2.7404	6.2244
Si	5.3288	2.7259	6.0427
Si	2.7155	5.4994	6.2323
Si	8.1194	5.4223	6.1743
Si	-0.1392	8.2228	5.9931
Si	5.4445	8.1901	6.2328
Si	3.7698	1.62	7.4163
Si	9.6753	1.1142	7.4603
Si	1.5811	3.8879	7.5384
Si	6.4984	4.1986	7.4158
Si	4.3738	6.5543	7.5938
Si	9.2514	7.1164	7.3531
Si	0.8814	9.7312	7.4408
Si	7.0612	9.3718	7.4995
O	9.6029	6.822	25.1181
O	4.1426	1.3654	25.1022
O	8.1811	8.2342	7.9683
O	2.6973	2.7492	7.9983
O	6.9187	4.1157	25.2434
O	1.5169	9.4728	25.1447
O	5.4762	5.3783	7.9311
O	-0.1278	0.01	7.9114
O	6.9365	3.3633	8.7732
O	6.5236	10.1248	8.8774
O	10.1324	6.5408	8.614
O	1.0971	8.8294	8.8031
O	4.5962	1.0467	8.7071
O	1.0113	4.6013	8.9317
O	8.9029	1.5399	8.8629
O	3.9439	7.026	9.1132
O	8.0579	8.8724	24.3316
O	8.7709	2.2807	24.7218
O	5.5558	6.2612	24.3976
O	2.0089	2.8388	24.3262
O	10.7847	0.414	24.4945
O	0.1763	4.778	24.2783
O	7.1718	11.8332	20.501
O	6.234	10.8026	24.3169
Si	9.698	1.3657	23.7782
Si	4.7134	6.3652	20.4117
Si	1.0164	8.8706	10.4308
Si	17.2554	5.2472	15.9096
Si	7.1508	2.1703	19.4622
Si	19.2318	14.3021	12.6149
Si	10.9114	4.9506	16.7866
Si	9.1081	-0.7217	16.4042
Si	15.2851	10.4404	19.0049
Si	12.4864	2.9561	18.3066
Si	8.3248	2.9244	9.5016
Si	2.898	7.8887	18.4168
Si	11.4089	1.0273	16.2816
Si	0.3371	13.5994	13.5562
Si	4.114	2.4104	20.0033
Si	6.0508	2.4168	14.4325
B	6.7809	6.0322	18.5679
Si	5.1864	10.758	9.5807
Si	15.2393	6.5623	23.4065
Si	17.8247	10.2115	20.5515
Si	3.102	4.3032	21.8752
Si	11.368	9.5337	14.7909
Si	6.4368	11.5421	16.9274
Si	5.2248	8.2891	13.1099
Si	10.5003	5.1853	9.4232
Si	3.6582	6.9244	15.4474
Si	7.499	10.1611	23.4947
Si	-2.2841	8.3205	18.7507
Si	-0.4375	6.7619	12.0483
Si	1.5448	10.9683	12.3178
Si	10.9549	6.6721	19.0167
Si	3.8146	8.1085	10.3169
Si	0.8113	3.5277	23.4292
Si	9.8686	3.7977	19.0834
Si	4.7776	11.2774	12.5415
Si	7.7625	6.2843	13.5124
Si	1.2733	5.3458	14.1235
O	9.9347	7.786	19.6107
O	5.0269	1.767	13.3185
O	11.1688	2.8101	19.3029
O	7.2342	12.5443	17.9384
O	4.0663	7.9458	14.2285
O	3.851	0.8221	19.8119
O	2.3202	8.0366	10.9439
O	-1.2427	4.0467	17.4412
O	7.6462	4.8798	12.6496
O	9.2886	-2.013	17.3767
O	5.8095	14.8344	15.1111
O	5.422	9.9234	13.2393
O	10.6876	8.1256	11.1561
O	17.5735	5.1149	17.5295
O	1.2152	10.6229	15.7368
O	5.8664	12.3472	15.6715
O	1.5508	7.2496	19.1349
O	19.3895	3.1916	19.6793
O	7.6246	18.0447	18.394
O	12.4574	1.6429	17.3523
O	3.1602	11.0961	12.4253
O	3.2977	7.6461	24.1452
O	18.9288	9.5284	19.5836
O	9.3968	4.0626	9.0809
O	11.9209	9.7847	13.296
O	3.8015	2.8514	21.5581
O	4.8338	7.0517	21.9185
O	1.1035	10.4533	10.8356
O	5.0591	6.2573	15.8992
O	18.4509	10.4808	16.3283
O	-2.8313	2.7776	11.1023
O	6.6008	7.4195	13.3102
O	5.6629	2.8538	19.6583
O	10.9588	5.1335	15.1894
O	16.0985	10.8165	17.6327
O	9.9682	11.5155	16.9506
O	0.167	2.0991	15.0846
O	3.5899	5.0889	23.2268
O	13.9615	-3.3496	16.8146
O	11.6854	8.0128	15.232
O	5.4856	11.3583	11.0639
O	4.058	-1.3544	9.6564
O	8.6504	11.2643	23.0778
O	4.813	7.8683	11.5775
O	10.6067	2.4466	22.9329
O	3.5492	5.2303	20.6059
O	7.629	5.8542	15.1062
O	-0.5426	5.5002	11.0089
O	9.7457	9.8378	14.9385
O	0.8245	12.3939	12.5857
O	6.969	9.6296	22.0585
O	1.4704	3.8417	13.4974
O	4.182	7.3	19.2082
O	2.6467	5.7891	14.8602
O	9.8673	14.2258	13.0231
O	3.0475	9.5101	18.6649
O	9.1874	6.9264	13.0217
O	17.0833	5.847	19.7967
O	0.8516	6.4081	12.9756
O	10.7565	6.4754	17.3867
O	16.3586	9.7423	20.0148
O	1.4924	4.0994	22.0504
O	10.4202	5.2525	19.6959
O	23.2463	4.3076	17.3795
O	13.934	3.0962	19.0154
O	7.5145	2.4299	13.7076
H	11.2357	7.6688	16.0328

Results
free energy: -55366.126 eV
free energy less fixed offsets of B -77.42, H -15.86, O -447.96, Si -113.29 eV per atom: -2.166 eV
gap between the highest filled and lowest empty level on this k mesh: 1.217 eV

The program warned: the cutoff lies below the one the program advises for these potential files; the forces do not sum to zero within the program's tolerance; the exchange-correlation potential is rough where the density is thin.
